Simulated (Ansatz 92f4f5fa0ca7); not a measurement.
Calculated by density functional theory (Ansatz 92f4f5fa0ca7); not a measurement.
Periodic cell of 231 atoms, Si140O85B6, from a study of silicon, its oxide and their interface. The atomic structure is a simulated model.
Doubt: the cutoff is low for norm-conserving oxygen, so forces and energies are approximate.
Doubt: the program's own warning below bears on the result.

Settings: functional HSE06; potential files SPMS norm-conserving; basis plane waves; wave-function cutoff 800 eV; density cutoff ratio 4; exchange-correlation grid ratio 1; k mesh 1 x 1 x 1, Gamma-centred; occupations fixed; spin none; net charge 0.

Cell vectors (angstrom)
a	11.6015	0	0
b	0	10.938	0
c	0	0	31.8123

Atoms: element, x, y, z (angstrom)
B	-0.2841	0.4377	23.636
Si	3.6249	0.0042	23.4063
Si	7.8696	0.036	23.0699
Si	1.5955	1.3183	23.2302
Si	5.6544	1.2919	23.0606
B	9.7385	0.9273	23.5788
Si	-0.0471	5.5001	23.2893
B	3.8321	5.9633	23.5326
Si	7.5731	5.447	23.0731
Si	2.0108	6.793	23.1816
Si	5.6126	6.934	23.2076
Si	9.5729	6.8038	23.0556
Si	1.8943	2.8647	25.0364
Si	5.703	2.8252	24.9228
Si	9.6117	2.565	24.9222
Si	11.4954	4.0618	25.1438
Si	3.8243	4.3405	24.8435
Si	7.704	4.0538	24.9989
Si	1.8419	8.2498	25.0998
Si	5.7863	8.228	25.1933
Si	9.6285	8.2809	24.9612
Si	11.5315	9.741	24.9425
Si	3.8134	9.521	25.2459
Si	7.7041	9.6313	25.0745
Si	11.5833	0.037	26.9797
Si	3.8376	0.0604	27.0484
Si	7.6856	0.049	26.996
Si	1.9162	1.4254	26.9517
Si	5.7504	1.4384	26.9143
Si	9.6316	1.3762	26.9807
Si	11.52	5.4753	27.016
Si	3.813	5.4863	26.9478
Si	7.7354	5.4396	26.949
Si	1.8548	6.8321	26.9894
Si	5.793	6.7926	27.0304
Si	9.6302	6.8792	26.9273
Si	1.9336	2.7345	28.9131
Si	5.8008	2.7345	28.9131
Si	9.6679	2.7345	28.9131
Si	0	4.1018	28.9131
Si	3.8672	4.1018	28.9131
Si	7.7343	4.1018	28.9131
Si	1.9336	8.2035	28.9131
Si	5.8008	8.2035	28.9131
Si	9.6679	8.2035	28.9131
Si	0	9.5708	28.9131
Si	3.8672	9.5708	28.9131
Si	7.7343	9.5708	28.9131
Si	0	0	30.8466
Si	3.8672	0	30.8466
Si	7.7343	0	30.8466
Si	1.9336	1.3673	30.8466
Si	5.8008	1.3673	30.8466
Si	9.6679	1.3673	30.8466
Si	0	5.469	30.8466
Si	3.8672	5.469	30.8466
Si	7.7343	5.469	30.8466
Si	1.9336	6.8362	30.8466
Si	5.8008	6.8362	30.8466
Si	9.6679	6.8362	30.8466
Si	1.9336	2.7345	0.9679
Si	5.8008	2.7345	0.9679
Si	9.6679	2.7345	0.9679
Si	0	4.1018	0.9679
Si	3.8672	4.1018	0.9679
Si	7.7343	4.1018	0.9679
Si	1.9336	8.2035	0.9679
Si	5.8008	8.2035	0.9679
Si	9.6679	8.2035	0.9679
Si	0	9.5708	0.9679
Si	3.8672	9.5708	0.9679
Si	7.7343	9.5708	0.9679
Si	11.6157	-0.0188	2.9286
Si	3.9362	-0.0706	2.9303
Si	7.7938	-0.0234	2.9037
Si	1.9725	1.2696	2.8478
Si	5.8668	1.3042	2.8359
Si	9.6887	1.3866	2.9078
Si	11.6242	5.4824	2.8727
Si	3.9078	5.4387	2.9558
Si	7.8041	5.4836	2.9037
Si	1.9552	6.8242	2.9213
Si	5.8756	6.8197	2.9182
Si	9.7155	6.9106	2.9562
Si	1.9512	2.5142	4.8083
Si	5.9271	2.617	4.754
Si	9.6726	2.8021	4.8091
Si	11.6957	4.0164	4.7194
Si	3.9126	3.8408	4.7595
Si	7.7243	4.2288	4.937
Si	1.9543	8.157	4.888
Si	5.9905	8.1095	4.9065
Si	9.7503	8.3683	4.8928
Si	11.7099	9.7694	5.0413
Si	3.9759	9.3267	4.7606
Si	7.8207	9.7547	5.0038
B	11.6861	0.4027	6.4356
Si	4.028	-0.4051	6.73
B	7.929	0.3826	6.3729
Si	2.0505	1.0294	6.7689
Si	6.0019	1.0656	6.6199
Si	9.7912	1.311	6.7354
Si	11.6442	5.4153	6.5989
Si	3.9753	5.11	6.6994
B	7.7146	5.7822	6.2959
Si	2.129	6.6379	6.7489
Si	5.8754	6.5317	6.7994
Si	9.5484	6.6565	6.5412
O	5.3778	7.3568	8.2041
O	3.983	4.2517	8.1617
O	4.0591	9.6612	8.1819
O	5.5215	2.1474	7.799
O	9.7327	2.3902	8.0448
O	2.6766	1.979	8.0194
O	2.5886	7.4602	8.1433
O	9.7267	7.2655	8.0942
O	11.5911	4.3634	7.8942
O	5.2399	1.9237	21.5331
O	5.72	8.3103	22.2162
O	1.8672	2.1214	21.7873
O	7.8314	9.8162	21.8104
O	3.5499	9.9392	22.0969
O	7.5035	4.3458	21.8024
O	1.8666	7.8307	21.8629
O	11.3518	4.3628	22.0827
O	9.6091	7.4571	21.5109
Si	6.4646	9.234	21.0571
Si	10.1462	4.4809	13.5244
Si	9.2601	9.6878	13.2183
Si	7.011	0.6321	13.187
Si	0.1478	6.2927	11.7342
Si	4.6044	7.6475	11.7955
Si	7.9263	3.6842	20.3683
Si	0.3637	3.3197	11.5407
Si	4.6188	4.692	13.1779
Si	9.6338	6.4498	9.5006
Si	3.5762	4.8201	18.8375
Si	8.6198	9.9503	16.3068
Si	5.9461	1.3472	20.1525
Si	7.4219	5.3693	13.7758
Si	4.8784	7.6892	19.1792
Si	11.0111	9.2899	18.0144
Si	2.1867	1.0201	12.8082
Si	2.9893	2.8381	15.1632
Si	6.9717	7.3362	15.9222
Si	10.0192	3.9958	16.4715
Si	7.6354	7.4396	11.6573
Si	1.2069	4.7805	16.8615
Si	4.1173	2.6446	8.489
Si	1.9366	2.687	20.2663
Si	7.7599	1.8859	15.921
Si	5.1336	2.6022	17.3519
Si	2.6874	9.0129	21.0997
Si	5.0675	9.1892	14.3128
Si	0.6979	9.0545	13.0337
Si	10.4608	3.6318	8.8207
Si	4.8052	2.0146	11.5601
Si	10.0593	7.1652	19.9675
Si	3.6206	9.1983	16.9323
Si	11.0117	4.3352	20.4912
Si	3.9898	8.1024	8.7349
Si	1.8773	10.8335	18.8701
Si	7.9361	5.7146	18.1612
Si	1.0305	7.7132	15.9635
O	4.1868	8.6792	13.0178
O	7.2882	4.6185	19.1828
O	1.7013	10.0005	20.2674
O	10.8132	3.2574	12.6977
O	3.4708	4.0733	14.172
O	0.872	8.5182	14.5594
O	1.6233	10.4053	12.7755
O	5.9401	4.8193	14.143
O	4.1593	2.1394	16.0986
O	4.3517	2.1847	10.0215
O	9.2408	2.5579	16.2218
O	7.3697	5.9792	12.2844
O	3.837	7.9578	10.3738
O	10.6447	4.4783	15.0521
O	11.2561	3.0322	10.1078
O	1.0081	4.8693	11.5753
O	6.6407	2.7423	16.7379
O	7.7314	0.3574	16.4781
O	8.7706	6.8282	19.0204
O	2.4182	8.1551	16.6608
O	6.739	6.4003	17.2627
O	10.7923	9.5913	12.6927
O	8.4781	8.3608	12.693
O	7.9001	6.4475	14.9026
O	6.1515	8.0427	11.4162
O	5.9386	10.6474	20.3492
O	3.7066	8.3985	20.0288
O	10.5727	5.9208	12.8402
O	9.3849	4.8229	9.2642
O	8.5439	4.2084	13.6297
O	4.4782	6.1024	19.3139
O	4.1448	9.8185	15.5094
O	3.7262	1.0187	12.2745
O	7.6987	8.6475	16.5023
O	0.491	10.5068	18.0809
O	11.0377	6.6401	10.3091
O	6.2466	1.3067	11.9063
O	11.3669	4.1668	17.3942
O	7.3277	1.76	14.3385
O	4.8778	3.5563	12.0588
O	3.1233	10.4007	17.9086
O	4.3225	6.1204	12.3925
O	9.3368	9.8281	14.8448
O	6.1549	10.3193	13.8461
O	4.7931	8.3238	17.67
O	9.6558	10.0212	17.5382
O	11.0714	5.872	19.923
O	6.3456	8.1422	19.8037
O	1.3831	2.0857	11.8406
O	2.1323	1.464	19.2008
O	7.4081	2.1344	20.1705
O	5.2125	1.6575	18.7126
O	2.1845	5.2651	18.0906
O	0.5264	3.3709	19.8438
O	8.4102	7.1938	10.2626
O	9.55	3.6628	20.2233
O	1.0513	6.0856	15.8672
O	5.7331	7.8282	14.9685
O	4.5553	4.0466	17.7994
O	3.136	3.8142	20.0767
O	2.2453	1.6339	14.3281
O	11.3908	8.1442	16.919
O	8.4426	0.0423	12.6355
O	10.7947	8.5176	19.4357
O	8.9315	4.9961	17.1115
O	1.8781	3.5101	16.1185
O	0.9714	7.666	12.144

Results
free energy: -54401.518 eV
free energy less fixed offsets of B -77.42, O -447.96, Si -113.29 eV per atom: 0.202 eV
gap between the highest filled and lowest empty level on this k mesh: 0.834 eV

The program warned: the cutoff lies below the one the program advises for these potential files; the model core charge is not resolved on the grid; the forces do not sum to zero within the program's tolerance; the exchange-correlation potential is rough where the density is thin.
